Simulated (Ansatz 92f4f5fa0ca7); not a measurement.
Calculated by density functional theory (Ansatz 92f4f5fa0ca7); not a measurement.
Periodic cell of 221 atoms, Si132O87H1N1, from a study of silicon, its oxide and their interface. The atomic structure is a simulated model.
Doubt: the cutoff is far below the 930 eV that the study's wrapper takes by default for these files, so forces and energies are approximate.
This geometry differs little from another in the collection (a relaxation step or a small displacement).

Settings: functional PBE; potential files Ansatz PAW; basis plane waves; wave-function cutoff 580 eV; density cutoff ratio 5; exchange-correlation grid ratio 1; k mesh 1 x 1 x 1, Gamma-centred; self-consistency stop 5e-08 eV per atom in the density residual; occupations fixed; spin none; net charge 0.

Cell vectors (angstrom)
a  10.938  0  0
b  0  10.938  0
c  0  0  33.367

Atoms: element, x, y, z (angstrom)
Si  -0.2043  0.1967  25.8019
Si  5.9731  -0.5526  25.82
Si  2.8577  2.8009  25.8932
Si  8.3455  2.319  25.9676
Si  -0.4818  6.0095  25.7789
Si  5.3651  5.6943  25.8514
Si  3.0185  7.8402  25.8801
Si  8.2253  8.2235  26.1982
Si  1.4205  1.3593  27.1169
Si  6.8654  1.1436  27.2876
Si  4.2249  4.1071  27.2317
Si  9.5248  4.1278  27.0409
Si  1.3289  6.7954  27.1759
Si  6.8132  6.8031  27.3455
Si  4.1848  9.4725  27.1374
Si  9.6867  9.6231  27.3106
Si  2.7727  -0.0366  28.5066
Si  8.2642  -0.0608  28.6787
Si  0.0138  2.7652  28.4901
Si  5.5278  2.6672  28.5734
Si  2.7391  5.4334  28.5633
Si  8.2212  5.4034  28.583
Si  0.0722  8.1897  28.6073
Si  5.4625  8.1948  28.6403
Si  4.1018  1.3673  29.9488
Si  9.5708  1.3673  29.9488
Si  1.3673  4.1018  29.9488
Si  6.8362  4.1018  29.9488
Si  4.1018  6.8362  29.9488
Si  9.5708  6.8362  29.9488
Si  1.3673  9.5708  29.9488
Si  6.8362  9.5708  29.9488
Si  0  0  31.316
Si  5.469  0  31.316
Si  2.7345  2.7345  31.316
Si  8.2035  2.7345  31.316
Si  0  5.469  31.316
Si  5.469  5.469  31.316
Si  2.7345  8.2035  31.316
Si  8.2035  8.2035  31.316
Si  1.3673  1.3673  32.6833
Si  6.8362  1.3673  32.6833
Si  4.1018  4.1018  32.6833
Si  9.5708  4.1018  32.6833
Si  1.3673  6.8362  32.6833
Si  6.8362  6.8362  32.6833
Si  4.1018  9.5708  32.6833
Si  9.5708  9.5708  32.6833
Si  2.7345  0  0.6835
Si  8.2035  0  0.6835
Si  0  2.7345  0.6835
Si  5.469  2.7345  0.6835
Si  2.7345  5.469  0.6835
Si  8.2035  5.469  0.6835
Si  0  8.2035  0.6835
Si  5.469  8.2035  0.6835
Si  4.1018  1.3673  2.0507
Si  9.5708  1.3673  2.0507
Si  1.3673  4.1018  2.0507
Si  6.8362  4.1018  2.0507
Si  4.1018  6.8362  2.0507
Si  9.5708  6.8362  2.0507
Si  1.3673  9.5708  2.0507
Si  6.8362  9.5708  2.0507
Si  0  0  3.418
Si  5.469  0  3.418
Si  2.7345  2.7345  3.418
Si  8.2035  2.7345  3.418
Si  0  5.469  3.418
Si  5.469  5.469  3.418
Si  2.7345  8.2035  3.418
Si  8.2035  8.2035  3.418
Si  1.2435  1.5023  4.7541
Si  6.8126  1.3914  4.8133
Si  4.1069  4.0776  4.8161
Si  9.5229  4.1412  4.8544
Si  1.3643  6.8347  4.7637
Si  6.7762  6.9043  4.8219
Si  4.1226  9.5743  4.7932
Si  9.561  9.5783  4.662
Si  2.6305  0.046  5.9185
Si  8.2696  -0.0028  6.0273
Si  -0.0511  2.8592  6.3354
Si  5.4464  2.6935  6.2865
Si  2.7223  5.4975  6.1493
Si  8.0867  5.4912  6.2012
Si  -0.0738  8.2147  6.0006
Si  5.506  8.3325  6.3182
Si  3.6601  1.5243  7.3678
Si  9.7934  1.0686  7.4491
Si  1.6134  4.0204  7.6695
Si  6.5153  4.3748  7.6243
Si  4.289  6.6614  7.4634
Si  9.3286  7.1048  7.3623
Si  1.09  9.8233  7.205
Si  7.2631  9.4876  7.5691
O  1.8732  3.8918  25.1537
O  7.1521  9.2634  25.398
O  2.7279  2.8191  7.7951
O  8.3119  8.2583  8.0301
O  5.3744  5.5202  7.9568
O  0.0469  -0.0072  7.8424
O  4.162  6.7379  25.3525
O  9.5435  1.2951  25.3935
O  1.8404  9.1197  8.4542
N  1.356  4.5903  9.3402
O  9.0103  1.3293  8.8841
O  6.9791  10.4843  8.8949
O  3.6902  0.6696  8.8011
O  3.5715  7.16  8.8556
O  7.0418  3.8974  9.1318
O  10.245  6.2835  8.4606
O  3.8524  2.1192  24.7608
O  5.4273  0.0137  24.3611
O  7.2272  2.7042  24.7859
O  11.123  5.7005  24.2924
O  9.284  7.1542  25.4248
O  2.3036  8.4597  24.527
O  6.2167  5.1547  24.5198
O  0.3829  10.3606  24.4421
Si  2.4213  8.0846  9.5322
Si  11.073  6.768  14.414
Si  0.0164  -5.1288  17.23
Si  4.172  0.8712  23.76
Si  7.4408  -2.0094  20.3538
Si  8.2955  0.8224  21.2624
Si  1.7237  9.7429  23.7071
Si  10.5251  9.511  14.4218
Si  3.9433  9.7931  11.7588
Si  4.9417  16.1486  12.0394
Si  6.9512  1.8082  16.8182
Si  4.635  7.4768  20.2594
Si  13.2737  8.5643  14.1172
Si  3.7431  1.4972  10.2152
Si  7.9338  11.4783  9.8353
Si  1.7337  8.3806  20.8282
Si  2.5413  -5.3994  21.2926
Si  2.1923  4.0006  10.7961
Si  8.2771  4.4063  17.5578
Si  6.9568  3.9271  23.7266
Si  12.6324  3.6526  18.8559
Si  6.3499  3.0978  10.3925
Si  4.548  2.9744  18.4396
Si  7.9649  -0.2474  15.0322
Si  10.5583  4.6465  12.2708
Si  -1.3614  3.1418  22.5965
Si  6.257  7.9054  12.3179
Si  8.5843  9.6428  12.291
Si  5.5614  2.3301  21.4248
Si  12.0315  4.4215  23.8385
Si  9.8754  2.7156  19.7143
Si  11.2093  5.9204  9.7128
Si  -5.3321  5.8827  17.6855
Si  -0.8506  -2.5905  19.0769
Si  8.0223  10.1187  17.7491
Si  4.8185  6.7846  14.6728
O  7.6492  10.3009  13.4894
O  7.007  9.5564  18.8981
O  7.8503  8.1851  12.0242
O  -1.5849  1.1939  20.0532
O  4.5845  5.4832  13.6451
O  7.5344  9.6483  16.2454
O  -1.4084  -1.3825  18.0982
O  4.889  13.5432  9.9086
O  5.4666  9.2352  11.7965
O  1.2007  7.1957  10.1419
O  7.0974  1.1259  15.3212
O  8.4806  4.2325  23.1735
O  5.6598  6.6  11.5162
O  1.4978  6.7834  21.1056
O  -2.1293  8.0104  20.0992
O  10.1424  9.6012  12.8117
O  15.7579  4.4962  17.9581
O  6.057  8.1439  20.8641
O  2.8331  -0.0208  23.671
O  3.1723  9.5738  13.1695
O  6.0113  3.5288  22.4506
O  9.9555  3.5911  21.085
O  2.2588  4.3576  20.2132
O  -5.9144  7.0078  18.729
O  0.5426  -2.0895  19.7969
O  8.6392  10.522  10.9373
O  11.6724  6.2777  15.8491
O  12.1123  4.1763  12.0687
O  9.6361  10.692  15.1527
O  10.3644  5.5532  13.6171
O  0.4357  2.6282  19.0808
O  4.0245  11.3793  11.4151
O  1.3689  7.375  13.494
O  12.1354  9.5805  14.803
O  7.2156  5.6047  17.9297
O  3.478  -3.2245  14.95
O  12.0798  4.8577  17.913
O  10.9951  3.2219  23.4035
O  5.9737  18.6193  13.9228
O  2.2252  4.8515  22.7426
O  6.8601  1.5  20.9374
O  5.3505  -4.6174  16.1368
O  1.4598  -1.6706  22.173
O  -2.1495  3.5567  18.8451
O  9.5853  5.0131  16.8111
O  9.5926  3.3396  12.3894
O  4.52  1.3828  22.2521
O  3.3198  -2.4211  20.2907
O  2.929  2.7623  18.2331
O  3.5678  4.8321  11.2164
O  6.076  4.026  11.7356
O  10.0255  7.9812  14.7998
O  -6.0528  2.8502  20.0397
O  7.8967  11.766  17.7482
O  7.9804  -0.7908  21.3589
O  4.0776  6.1611  21.1243
O  8.9519  1.5992  22.5725
O  2.4465  2.3926  10.6361
O  18.4735  3.3155  16.5988
O  3.0724  8.9561  10.7037
O  10.212  5.5533  10.9509
O  7.1766  1.7192  10.6877
O  10.5037  -3.9142  18.2191
O  5.4515  1.9464  17.5062
H  8.8444  3.3932  13.002

Results
free energy: -133793.621 eV
free energy less fixed offsets of H -15.97, N -385.13, O -568.88, Si -635.61 eV per atom: 0.559 eV

Forces (eV/angstrom), in the order of the atoms: element, x, y, z
Si  0.0029  -0.0007  0.0096
Si  0.0007  -0.0021  -0.0073
Si  -0.0012  -0.003  0.0076
Si  0.0007  -0.0016  -0.0033
Si  -0.0009  -0.0001  0.0013
Si  0.0024  -0.0013  0.013
Si  0.0022  -0.0016  -0.0048
Si  -0.001  -0.0001  0.0079
Si  -0.0011  0.0013  -0.0039
Si  -0.0006  0.0016  0.0024
Si  -0.0003  0.0031  -0.0045
Si  -0.0009  0.0018  0.0012
Si  -0.0021  0.0017  0.001
Si  -0.0025  0.0012  -0.005
Si  -0.0008  0.0017  0.0022
Si  -0.0011  0.0019  -0.0041
Si  -0.0013  0.0016  0
Si  0.0014  -0.0024  0.0009
Si  0.0029  -0.0019  -0.0009
Si  -0.0012  0.0005  0.0007
Si  0.0015  -0.0027  0.0007
Si  0.0006  0.0009  -0.0004
Si  0  0.0002  0.0003
Si  0.0027  -0.0016  0.0002
Si  -0.0689  -0.1639  -0.2868
Si  0.3077  0.4736  -0.0108
Si  -0.0247  -0.1611  -0.1639
Si  0.1582  -0.4218  0.1106
Si  -0.3901  -0.1091  0.1547
Si  0.0821  -0.122  -0.1918
Si  0.4794  0.1205  0.0295
Si  0.0423  -0.2481  0.5681
Si  0.124  0.1546  -0.0477
Si  -0.0009  0.011  0.009
Si  -0.0973  -0.0474  -0.052
Si  0.0169  0.0812  0.0349
Si  -0.0313  0.0399  -0.0119
Si  -0.0953  -0.0387  -0.0523
Si  -0.0005  0.0381  0.0316
Si  -0.137  -0.0347  0.0147
Si  0.0093  -0.0491  0.011
Si  0.0342  -0.0433  -0.0241
Si  0.0161  -0.0058  -0.0227
Si  -0.0033  -0.034  -0.0142
Si  0.0482  0.0216  -0.0287
Si  0.088  -0.0195  -0.003
Si  0.0009  -0.0517  -0.0249
Si  0.0053  -0.0131  -0.0324
Si  0.0249  -0.0173  -0.013
Si  -0.0624  0.0552  0.0064
Si  -0.0184  0.0361  0.0274
Si  -0.0302  0.0203  0.0449
Si  -0.0773  0.0607  0.0015
Si  0.015  -0.0166  -0.003
Si  -0.0204  -0.0169  0.0435
Si  -0.0319  0.0587  0.0209
Si  -0.0803  -0.0844  0.0418
Si  0.0355  -0.1136  -0.0476
Si  0.0984  -0.0208  -0.0137
Si  0.0991  0.0668  0.053
Si  -0.0374  -0.0834  -0.0099
Si  -0.1052  -0.0385  0.0161
Si  0.1462  0.1549  0.0283
Si  0.0579  -0.0724  -0.0217
Si  -0.0197  0.5135  -0.5601
Si  0.0761  0.0938  0.0597
Si  -0.088  0.2512  -0.0897
Si  -0.0089  0.0965  0.3235
Si  -0.1861  -0.1451  0.1574
Si  -0.1617  0.1297  0.2638
Si  0.217  -0.0532  0.032
Si  -0.3992  -0.2528  -0.3962
Si  0.001  0.0014  0.0001
Si  0.0002  0.0022  -0.0017
Si  0.0009  -0.0014  -0.0005
Si  -0.0004  -0.0004  0.0013
Si  0.001  -0.0002  -0.0006
Si  -0.0003  0.0015  -0.0003
Si  0.0009  0.0009  -0.0008
Si  -0.0027  0.0022  -0.004
Si  -0.0008  -0.0017  -0.0011
Si  -0.0005  0.0025  0.0004
Si  0.0017  0.0028  0.001
Si  -0.0026  -0.0003  0.0002
Si  0.0005  0.0046  -0.0008
Si  0.0037  -0.0005  0.0019
Si  -0.0014  -0.0063  -0.0008
Si  0.0004  0.0001  0.0001
Si  0.0006  -0.0019  -0.0007
Si  0.003  0.0003  0.0029
Si  -0.0028  -0.005  -0.0004
Si  0  0.001  -0.0006
Si  -0.0002  -0.0008  0.0002
Si  0.0043  0.0005  -0.002
Si  0.0104  -0.0032  0.0187
Si  -0.0044  -0.0042  0.0046
O  0.0001  0.0001  -0.0008
O  0.0007  -0.001  0.0018
O  -0.001  0.0024  0.0021
O  0.0011  0.0005  -0.0015
O  -0.0006  0.0008  0
O  -0.001  -0.0042  -0.0072
O  -0.0026  0.0013  -0.001
O  -0.0011  0.0018  -0.0009
O  -0.0013  0.0001  -0.0069
N  -0.0007  0.0034  0.001
O  -0.0004  0.0005  -0.0015
O  0.0005  0.0007  -0.002
O  0.0006  0.0035  -0.0008
O  0.0018  -0.0026  -0.0024
O  0.0009  -0.0008  0
O  0  -0.0004  0.0027
O  0.0008  -0.0005  -0.0012
O  -0.0003  0.0004  0.0022
O  0.0003  0.0004  0.0012
O  -0.0005  0.0006  0
O  0.0017  -0.0011  -0.0018
O  -0.0001  -0.0003  0.002
O  0.0011  -0.001  -0.0036
O  0.0006  -0.0009  -0.0022
Si  -0.0057  0.0035  -0.0029
Si  -0.0011  -0.0007  -0.0006
Si  -0.0001  0.0003  -0.0005
Si  0.0004  0.0005  -0.0003
Si  -0.0003  0.0002  0.0009
Si  -0.0003  0.0002  0.0001
Si  -0.0007  0.0014  0
Si  -0.0004  0.0001  -0.0004
Si  0.003  0.0002  0.0009
Si  -0.0011  -0.0003  0.0006
Si  -0.0002  -0.0003  0.0004
Si  -0.0005  0.0002  0.0002
Si  -0.0001  0.0003  0.0013
Si  -0.0014  -0.0011  0.0012
Si  0.0002  0.0002  -0.0012
Si  0.0002  0.0001  0.0002
Si  -0.0001  0.0002  -0.0003
Si  -0.0008  -0.0017  0.001
Si  -0.0003  -0.0001  0.0005
Si  -0.0011  0.0006  0.0006
Si  -0.0001  -0.0001  0.0005
Si  -0.0004  -0.0004  0
Si  0  0.0002  0.0007
Si  0  -0.0003  0.0001
Si  0.0014  0.0022  -0.0003
Si  0  -0.0002  -0.0004
Si  -0.0001  0.0008  -0.0002
Si  -0.0002  0  0.0005
Si  -0.0005  -0.0005  0.0004
Si  0.0011  -0.0011  -0.0006
Si  0.0001  -0.0002  0.0004
Si  -0.0025  0.0009  0.0004
Si  -0.0004  -0.0001  0.0003
Si  0.0003  0.0001  0.0005
Si  -0.0001  -0.0002  0
Si  -0.0001  0.0003  0.0005
O  -0.0002  0  0.0001
O  0.0001  -0.0001  0.0001
O  -0.0005  0  0
O  0  0.0001  0.0003
O  0.0001  -0.0003  0.0004
O  0  0.0001  0.0001
O  0  0  0.0001
O  0.0005  0.0012  -0.0005
O  0.0002  -0.0004  0.0001
O  -0.0005  -0.0033  -0.0029
O  -0.0002  0  0.0002
O  0.0002  0.0001  0.0006
O  -0.0003  -0.0001  -0.0002
O  -0.0001  0  0.0004
O  0  -0.0001  0
O  -0.0003  -0.0005  0.0003
O  0.0001  0.0001  0.0004
O  0.0001  -0.0001  0.0002
O  -0.0001  -0.0005  0.0002
O  -0.0012  -0.0004  0.002
O  0.0001  0.0001  0
O  -0.0001  0  0.0005
O  -0.0001  0  0.0003
O  0  -0.0001  0.0001
O  -0.0004  -0.0001  0
O  -0.0005  0.0003  -0.0003
O  -0.0001  -0.0006  0.0007
O  0  0.0001  0.0004
O  -0.0002  0.0001  0.0002
O  0.0004  0.0007  0.0012
O  -0.0001  0  -0.0001
O  0.0011  0.0028  -0.0011
O  0.0002  0  -0.0007
O  -0.0008  0.0001  0.0002
O  0  -0.0001  0.0001
O  0.0006  -0.0008  0.0005
O  0  0.0001  -0.0001
O  -0.0005  0.0002  0.0005
O  0  0  0.0001
O  -0.0002  0.0001  0.0003
O  0.0003  -0.0001  0.0001
O  0  0.0003  -0.0002
O  -0.0001  -0.0003  0.0003
O  -0.0004  0.0003  0.0002
O  0.0001  -0.0001  -0.0001
O  -0.0021  -0.0012  -0.0016
O  0  0.0002  0.0002
O  0.0002  -0.0003  0.0003
O  -0.0001  0  0
O  0.0009  0  0
O  0.0001  -0.0002  -0.0006
O  -0.0002  0  0.0002
O  -0.0001  0.0004  -0.0004
O  -0.0001  0  0.0001
O  0.0001  -0.0002  0.0001
O  0  -0.0001  0.0003
O  0.0002  0.0001  0.0002
O  0.0012  0.0004  -0.0006
O  0.0001  0  0.0002
O  0.0025  0.0025  0.002
O  0.0005  0.0002  -0.0011
O  -0.0006  0.0004  0.0004
O  0  -0.0001  0.0001
O  0.0002  -0.0002  0
H  -0.0014  -0.0004  0.0005

The program warned: the cutoff lies below the one the program advises for these potential files; the forces do not sum to zero within the program's tolerance; the exchange-correlation potential is rough where the density is thin.
